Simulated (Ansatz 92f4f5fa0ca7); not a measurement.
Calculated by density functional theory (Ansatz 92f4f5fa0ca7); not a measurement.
Periodic cell of 254 atoms, Si144O106N4, from a study of silicon, its oxide and their interface. The atomic structure is a simulated model.
This geometry differs little from another in the collection (a relaxation step or a small displacement).

Settings: functional r2SCAN; potential files Ansatz PAW; basis plane waves; wave-function cutoff 800 eV; density cutoff ratio 5; exchange-correlation grid ratio 1; k mesh 1 x 1 x 1, shifted by 0.5 0.5 0 of a step; self-consistency stop 1e-10 eV per atom in the density residual; occupations fixed; spin none; net charge 0.

Cell vectors (angstrom)
a  10.887  0  0
b  0  10.887  0
c  0  0  35.8817

Atoms and the computed forces on them: element, x, y, z (angstrom), force x, y, z (eV/angstrom)
Si  -0.4468  -0.3351  -0.1332  -0.0108  -0.0168  -0.0647
Si  3.1018  2.4403  -0.2793  0.0027  0.0222  -0.0898
Si  -0.3686  5.6342  0.265  -0.0042  -0.0164  -0.0517
Si  3.199  7.5486  -0.0796  -0.0084  0.0002  -0.067
Si  5.3848  0.2585  0.0576  0.0145  0.0013  -0.0421
Si  7.714  3.2885  0.1931  0.0121  0.0071  -0.053
Si  5.4064  5.3661  0.4038  0.0033  0.0045  -0.0333
Si  8.3799  7.8822  0.3327  0.0002  0.0118  -0.0535
Si  1.1883  1.3087  0.863  -0.0014  0.0016  -0.0047
Si  3.9664  3.9079  1.4462  0.0015  -0.006  0.0104
Si  1.4437  6.6973  1.3266  -0.0014  0.0005  0.0043
Si  4.148  9.4149  1.1454  0.0036  -0.0005  0.0062
Si  6.7874  1.4803  1.4394  -0.004  0.0033  0.0062
Si  9.3353  4.198  1.6384  -0.0034  0.0033  0.0156
Si  6.7932  6.7653  1.6103  -0.0011  -0.0005  0.0056
Si  9.4811  9.4495  1.6475  0.0047  -0.0033  0.0204
Si  -0.032  2.6509  2.5506  0.0011  0.0002  0.0016
Si  2.6332  -0.048  2.4198  0.0035  0  0.0014
Si  0.1041  8.0923  2.7895  -0.0056  -0.0041  0.0003
Si  2.654  5.3246  2.7697  0.0039  -0.0012  -0.0001
Si  5.3998  2.7031  2.8558  0  0.0015  -0.0024
Si  8.1064  0.0432  2.7937  0.0017  -0.0012  -0.0007
Si  5.4031  8.2147  2.7582  -0.0007  0.0013  -0.0003
Si  8.0987  5.494  3.0546  0.0022  0.0004  -0.0021
Si  1.2741  3.98  4.0602  -0.0034  0.0005  0.0017
Si  3.978  1.2637  4.0043  -0.0014  -0.0039  -0.0021
Si  1.4164  9.551  4.0351  0.0041  -0.0005  -0.0011
Si  4.052  6.7694  4.0573  0.001  -0.001  -0.003
Si  6.7353  4.0575  4.2536  -0.0014  -0.0013  0.0012
Si  9.5514  1.3633  4.0545  0.0001  0.0021  -0.0016
Si  6.7514  9.5556  4.1287  0.0025  -0.0011  0.0012
Si  9.5755  6.8356  4.2235  0.0018  0.0034  0.002
Si  0.0122  -0.0012  5.4132  -0.0001  -0.0026  -0.0019
Si  2.6798  2.6674  5.4127  0.0039  0.002  -0.0028
Si  0.003  5.3773  5.4882  -0.0008  -0.0004  -0.0028
Si  2.7366  8.1627  5.421  -0.0036  -0.0005  -0.0031
Si  5.3715  -0.0112  5.4519  0.0006  0.0012  -0.002
Si  8.1936  2.6865  5.4757  0.0018  -0.0009  -0.0033
Si  5.3874  5.469  5.5051  0.0016  -0.0006  -0.002
Si  8.1547  8.2187  5.4878  -0.0008  -0.0014  -0.0018
Si  1.3429  1.3464  6.8142  -0.0002  -0.0002  -0.0027
Si  4.0363  4.0659  6.7944  -0.0007  -0.0007  -0.004
Si  1.3779  6.7909  6.7807  0.0003  -0.0007  -0.0031
Si  4.0832  9.4924  6.8257  -0.0005  0.0005  -0.0011
Si  6.7991  1.3256  6.7891  -0.0006  0.0001  -0.0032
Si  9.5288  4.047  6.8526  -0.0011  -0.0011  -0.0016
Si  6.7924  6.817  6.8254  -0.0006  -0.0002  -0.0034
Si  9.5304  9.5658  6.8141  -0.0002  -0.0007  -0.0024
Si  0.0232  2.7163  8.2202  0  -0.0012  -0.0037
Si  2.7168  -0.0149  8.1456  0.0002  -0.0009  -0.0028
Si  0.0061  8.1633  8.1154  -0.0011  -0.0003  -0.002
Si  2.7281  5.4571  8.1738  0.0001  -0.001  -0.0027
Si  5.4641  2.7265  8.1066  -0.0012  -0.0017  -0.0013
Si  8.1624  0.0033  8.1991  -0.0004  0.0006  -0.0026
Si  5.4415  8.157  8.2068  0.0002  -0.002  -0.0023
Si  8.1665  5.44  8.1492  -0.0001  0.0002  -0.0008
Si  1.3954  4.1232  9.5582  0.0019  -0.0003  -0.0026
Si  4.1011  1.377  9.4462  0.0001  -0.0002  -0.0037
Si  1.3648  9.5038  9.4912  0.0004  -0.0018  -0.0033
Si  4.0687  6.809  9.5766  -0.0013  0.0026  -0.0031
Si  6.8138  4.0737  9.488  0.0013  -0.0016  -0.0031
Si  9.536  1.3578  9.5688  -0.0012  -0.0006  -0.0046
Si  6.8248  9.4887  9.5557  -0.0011  -0.0002  -0.0028
Si  9.5491  6.8003  9.4686  0.0004  -0.0018  -0.0029
Si  0.0482  -0.0361  10.8741  0.0035  -0.0037  -0.0013
Si  2.8281  2.7662  10.8514  0.0006  -0.0007  -0.0004
Si  0.0301  5.5272  10.8822  -0.0025  -0.0001  0.0012
Si  2.6618  8.1763  10.9346  -0.0019  0.0019  -0.001
Si  5.4091  0.0009  10.8084  -0.0003  0.0018  -0.0007
Si  8.1895  2.7732  10.8906  0.0004  0.0009  -0.0015
Si  5.4725  5.4186  10.8566  0.0028  -0.003  0.0056
Si  8.218  8.0945  10.8803  0.0044  -0.0007  -0.0004
Si  1.464  1.3869  12.1287  0.0007  0.0001  -0.005
Si  4.1678  4.1129  12.289  -0.0006  0.0011  -0.0009
Si  1.2869  6.8746  12.3823  -0.0006  -0.0001  0.0017
Si  4.0231  9.5943  12.2107  0.0022  -0.0022  -0.0005
Si  6.7781  1.3496  12.119  -0.0015  -0.0027  -0.003
Si  9.6016  4.1697  12.2253  -0.0006  0.0008  -0.0014
Si  6.8705  6.6919  12.2218  0.0001  -0.0003  -0.0007
Si  9.6117  9.425  12.2218  -0.0025  -0.0006  -0.0031
Si  0.1491  2.7811  13.4496  0.0015  0.0044  0.0109
Si  2.7233  0.1097  13.6471  -0.0008  -0.0039  0.013
Si  -0.0425  8.2246  13.9166  0.005  -0.0052  0.0081
Si  2.7128  5.4844  13.6136  -0.0002  0.0029  0.0072
Si  5.5741  2.6866  13.6129  0.0053  0.0018  0.0114
Si  8.2035  -0.017  13.3431  -0.0049  -0.0006  0.0074
Si  5.4563  8.1707  13.358  -0.0046  0.0006  0.0136
Si  8.255  5.3936  13.7249  -0.0042  -0.0028  0.0081
Si  1.6568  3.8442  14.9375  0.0184  -0.005  -0.052
Si  3.9559  1.6745  14.9808  -0.0129  0.0064  -0.0386
Si  1.0038  10.1004  15.0253  -0.0107  0.003  -0.0405
Si  4.1693  6.8798  14.7841  -0.0046  -0.0024  -0.0409
Si  7.4065  3.5018  14.9009  0.0022  0.002  -0.0434
Si  9.6347  1.331  14.5611  0.0031  -0.0016  -0.0223
Si  6.9579  9.3922  14.6108  0.0023  -0.0024  -0.0245
Si  9.0762  7.1127  15.198  0.0039  0.0168  -0.0566
Si  3.835  -6.8727  18.9238  -0.0048  0.0049  0.0075
Si  1.4996  18.8841  23.9759  -0.0134  -0.0002  0.0755
Si  16.9698  -11.8008  29.4394  -0.0078  -0.0149  -0.0008
Si  -23.8153  -7.7269  22.2291  -0.0055  -0.0114  0.0704
Si  -10.2661  6.0045  26.3118  0.0067  -0.0074  0.0576
Si  -6.3022  -6.9554  23.2888  -0.0016  -0.0045  0.0683
Si  1.6282  0  21.2711  -0.0009  -0.0012  0.0407
Si  17.8128  11.8126  21.6935  0.0013  0.0099  0.0545
Si  5.4367  -0.0492  17.0366  0.0095  -0.0024  -0.0518
Si  -5.1077  26.885  16.7568  0.0033  -0.0066  -0.0251
Si  3.0328  8.9097  17.051  0.0016  0.0017  -0.0397
Si  -17.5717  12.7145  20.9113  0.0038  -0.0027  0.0486
Si  5.986  -1.5481  22.5346  -0.0123  0.0054  0.058
Si  7.4461  -3.4584  20.7802  -0.0061  0.0044  0.0395
Si  24.3912  7.837  21.4129  0.0113  0.0124  0.0395
Si  14.6723  10.074  24.3404  -0.0012  0.0099  0.0552
Si  -4.5869  -12.1472  26.2625  -0.0078  0.0091  0.1139
Si  -7.6537  4.3719  29.9994  0.004  -0.0032  -0.0045
Si  -8.6123  12.872  27.9927  0.0029  0.0133  0.0443
Si  4.8283  6.027  21.1837  0.0047  0.0075  0.0437
Si  2.9428  -11.7278  29.3817  -0.0019  -0.0135  0.0005
Si  9.1263  3.5963  19.1242  0.0032  0.0036  -0.0153
Si  7.9944  0.7036  18.8735  0  -0.0027  0.0171
Si  -12.2168  -17.7639  33.9513  -0.0162  0.0135  -0.0933
Si  18.2671  -3.1161  24.4731  0.0017  -0.0249  0.0523
Si  -13.7175  -4.5116  18.0345  0.01  -0.0088  -0.0177
Si  -0.0127  1.2921  23.5824  -0.0012  0.0103  0.0616
Si  -13.5684  -11.2906  24.1924  -0.0012  0.013  0.0474
Si  1.1258  -14.327  18.989  -0.0049  0.0036  0.0076
Si  -4.8974  3.9163  31.0005  0.0009  0.0056  -0.0178
Si  19.0513  5.9379  32.1756  -0.0054  0.0111  -0.039
Si  -21.2911  -7.8916  26.0475  0.0014  -0.0028  0.0624
Si  -14.3722  -6.2333  24.4449  0.0089  0.005  0.0561
Si  -9.9856  15.4434  17.9145  0.0002  -0.0022  -0.0157
Si  -9.5731  19.7276  33.7775  -0.0107  -0.0072  -0.0953
Si  -0.4029  7.5921  31.3483  -0.0167  -0.0008  -0.0298
Si  7.8831  1.6152  30.0414  0.006  0.0206  0.0016
Si  -8.9295  0.3416  32.0179  -0.0107  0.0173  -0.0433
Si  7.779  -0.7577  34.2586  0.0056  -0.0008  -0.1068
Si  -0.6461  -1.0107  19.7552  0.005  0.0056  0.0278
Si  -3.0563  8.7714  31.5852  0.0049  -0.011  -0.0414
Si  -12.6515  4.4507  26.6328  0.0208  -0.0077  0.0597
Si  -8.1076  2.0825  24.9294  -0.0112  0.002  0.0612
Si  -0.7089  13.5966  28.6782  0.005  -0.0051  0.0305
Si  -12.2176  -2.4196  22.5104  0.0177  -0.0101  0.0538
Si  21.2049  -8.7281  31.5798  0.0036  -0.0125  -0.0569
Si  12.6745  28.8907  29.0735  0.0035  0.0042  0.0212
Si  -7.328  13.8391  32.5418  0.0124  0.0105  -0.0833
O  -0.6379  3.2964  32.7004  -0.0045  0.025  0.0542
O  4.1415  -3.4023  21.0113  -0.0024  -0.0031  -0.0132
O  2.8254  -7.7684  29.0273  -0.0083  -0.0065  -0.006
O  -3.1226  8.6483  34.9145  0.0074  -0.037  0.057
O  -12.4076  -2.1512  31.0315  -0.0071  0.0032  0.0115
O  -10.3779  11.9448  32.0382  0.0045  0.0027  0.0231
O  -14.1471  4.4053  26.0519  -0.0128  0.0038  -0.027
O  -1.7528  10.917  34.7647  0.0286  -0.0017  0.0506
O  1.1219  6.6561  27.6885  -0.0055  -0.008  -0.0384
O  17.2709  -0.048  34.6743  -0.0337  0.0125  0.0577
O  13.4865  0.4404  28.4219  0.0009  0.0063  -0.0436
O  -11.8943  5.8574  26.3051  -0.0083  0.007  -0.0173
O  6.2068  9.781  27.8487  -0.0034  0.0009  -0.0274
O  6.107  18.9632  23.5258  -0.0113  0.006  -0.0385
O  13.5463  27.6043  29.5742  -0.0039  0.0001  -0.0034
O  -3.367  7.3989  32.3851  0.0022  -0.0024  0.0203
O  0.1654  8.2945  23.0955  -0.011  0.003  -0.0251
O  -0.2533  3.6386  18.5552  -0.0072  0  0.0034
O  0.9408  4.3857  16.3013  -0.0157  0.0096  0.0565
O  6.5127  6.3224  17.53  -0.0001  0.0012  0.0074
O  10.8264  8.5362  19.0566  0.0007  -0.0051  -0.0058
N  11.4916  -8.5866  27.64  -0.0018  0.0142  -0.0326
O  -4.8988  3.9754  24.0936  -0.0031  0.0024  -0.022
O  -2.1677  7.2464  21.8007  0.0012  -0.005  -0.0271
O  8.373  -5.9762  18.606  0.0011  0.0061  0.0024
O  6.8585  3.9851  16.3546  -0.0148  0.0189  0.0407
O  5.1504  5.7415  15.4221  0.0116  -0.013  0.021
O  -8.5159  9.2703  24.5395  0.0015  -0.0052  -0.0254
O  7.9717  8.304  15.259  0.0048  -0.011  0.0117
O  -6.6517  13.4315  19.4629  0.004  0.0061  -0.0189
O  2.2734  -1.4801  21.2762  -0.0007  0.0005  -0.0121
O  6.5945  0.3569  18.1096  0.0012  -0.0059  -0.0066
O  -2.0388  1.5063  31.3513  0.0106  0.0013  0.0195
O  -3.9766  2.8847  30.1796  0.0013  0.005  -0.0029
O  8.0414  7.4484  19.2626  0.0059  0.0094  -0.0066
O  -3.4933  -0.2332  25.6051  0.0066  -0.003  -0.0385
O  2.8169  2.7807  15.4033  0.0004  -0.0019  0.0049
O  -2.3339  2.3674  15.307  0  -0.0008  0.0158
O  4.2719  9.8274  17.5795  0.0021  -0.0035  0.0091
O  9.5627  11.382  24.1852  0.0045  0.0001  -0.0208
O  3.5249  7.839  15.9385  -0.0104  0.0157  0.0439
O  -8.8241  10.315  30.6988  -0.0081  0.0099  0.0178
O  6.4321  6.174  20.9912  0.0105  0.0053  -0.0093
O  1.8007  9.7735  16.4264  0.0198  -0.0111  0.046
O  6.192  -0.7748  15.828  -0.025  0.0279  0.0652
O  3.4239  -18.3381  24.301  0.0114  0.0076  -0.0336
O  17.4646  -2.0955  21.1  0.007  -0.0099  -0.0242
O  7.4461  2.3377  22.2432  0.0122  -0.0047  -0.0252
O  4.4477  5.3989  22.6289  0.0003  0.0147  -0.0289
O  9.2059  10.5116  18.6596  -0.0102  0.0076  -0.0041
O  -1.8027  3.7195  20.7399  0.0034  0.0073  -0.0461
N  -3.8808  10.6921  22.9497  -0.0054  0.0043  -0.0269
O  5.4382  0.8049  21.0494  -0.0075  0.0044  -0.0249
O  -4.393  -17.4627  35.5637  -0.0016  -0.0046  0.0235
O  -6.4434  -12.0038  22.8736  0.01  -0.004  -0.027
O  2.7838  11.9845  21.0648  0.0023  0.0015  -0.0136
O  0.6346  6.1262  18.2147  -0.0037  0.0033  0.0089
O  4.6471  1.2212  16.4023  0.0172  -0.0174  0.0448
O  -2.4585  2.2388  18.5685  -0.0011  -0.001  -0.0038
O  -0.6773  -8.5145  22.5829  -0.0117  0.0025  -0.0372
O  -1.8028  6.6777  16.7969  -0.0115  -0.0133  0.0593
O  4.5102  -0.8085  29.7688  0.0048  0.001  -0.0058
O  -2.3749  -5.7178  33.5368  0.014  -0.0189  0.0389
O  -20.587  -6.3978  26.0878  -0.0003  0.0041  -0.0176
O  -16.6144  3.2208  32.2496  -0.0091  -0.0057  0.023
O  4.5028  -7.9864  22.0633  -0.0059  -0.0101  -0.035
O  -11.0909  0.31  15.3847  0.0007  -0.0001  0.0197
O  2.4429  -13.6857  18.3009  0.0022  -0.0098  0.0001
O  9.6634  -12.2483  21.2591  -0.0013  0.0048  -0.0243
O  15.5177  4.3822  17.5881  -0.0038  0.0031  0.004
O  15.107  5.0857  20.0451  -0.0105  -0.0089  -0.0196
O  -10.2495  -3.4603  30.1492  -0.0026  -0.0002  -0.0103
O  -10.4544  -13.747  32.6825  0.0244  0.0148  0.0542
O  -34.9674  -6.6962  23.4349  0.0023  -0.0168  -0.0317
O  -8.6176  4.0719  18.5989  0.007  0.0018  0.007
O  -0.105  2.8505  30.1794  -0.0033  -0.0085  0.0082
O  -6.0333  -17.267  30.0055  -0.0021  -0.0044  -0.0011
O  7.7139  -0.9031  32.6463  0.0012  0.022  0.0486
O  -9.7746  -3.8857  25.1612  0.0041  0.0212  -0.0484
O  14.0393  12.3141  32.1212  0.002  0.0048  0.0231
O  4.1909  -9.6519  35.3829  0.0034  -0.0127  0.014
O  -1.4313  -6.7821  28.1856  -0.0059  0.0046  -0.0343
O  0.9067  0.2991  22.6938  0.0078  -0.0052  -0.0281
O  -9.3121  -3.8673  20.4819  -0.0142  -0.0084  -0.0153
O  -13.8975  11.4697  20.4638  0.0059  0.0114  -0.0398
O  -6.0557  -1.0954  25.5634  -0.0072  -0.001  -0.0326
O  0.5542  -10.8287  20.0539  -0.0075  -0.0008  -0.018
O  8.6505  13.8183  34.7657  -0.0231  -0.0037  0.0587
O  -7.8933  2.1937  26.5429  0.0085  -0.0015  -0.0301
O  6.7808  -2.0585  30.347  0.0092  -0.0068  0.0112
O  2.4848  7.8876  34.3634  0.0297  -0.0213  0.0669
O  -1.0876  -7.6634  25.7952  -0.0102  0.0014  -0.0269
O  -1.2635  -4.6827  31.4697  -0.0035  -0.0072  0.0122
O  -3.3001  6.227  24.3176  -0.0028  -0.0073  -0.0206
O  -10.5113  -1.5316  34.9865  -0.0327  0.0283  0.072
O  -7.399  0.7781  24.3281  0.0054  -0.0047  -0.0174
O  -0.1263  15.5712  34.8164  0.0114  0.0231  0.0572
O  6.9137  8.1505  25.9784  0.0048  -0.0109  -0.0343
N  -2.2467  8.8287  23.9421  0.0024  -0.0068  -0.0261
O  3.0973  14.0501  34.0984  -0.0117  -0.0213  0.1037
O  2.0376  10.181  33.233  0.0038  -0.0196  0.0407
O  -8.296  -13.2377  28.8456  0.0018  0.001  -0.0043
O  -8.4172  -3.6046  22.9186  0.0151  -0.0046  -0.0393
O  -1.356  6.8555  35.6696  0.0005  0.0062  0.0088
N  -20.722  -8.8671  24.7568  0.0038  -0.0013  -0.0306
O  -4.0041  0.3981  29.8667  -0.0024  0.0037  -0.0051
O  7.0352  5.0698  31.4225  0.0046  0.004  0.0094
O  -1.9747  1.6788  28.7767  -0.002  -0.0045  -0.0183
O  -6.5016  -4.4595  35.4669  0.0021  -0.0005  0.0225
O  2.7802  14.8613  31.5252  0.0051  -0.0138  0.0268

Results
free energy: -154111.830 eV
free energy less fixed offsets of N -386.36, O -570.45, Si -639.56 eV per atom: -2.050 eV

The program warned: the cutoff lies below the one the program advises for these potential files; the forces do not sum to zero within the program's tolerance; empty levels may hold ghost states of the PAW files; the exchange-correlation potential is rough where the density is thin.
